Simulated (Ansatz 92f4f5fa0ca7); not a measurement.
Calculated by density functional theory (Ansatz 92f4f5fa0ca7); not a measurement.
Periodic cell of 223 atoms, Si132O90P1, from a study of silicon, its oxide and their interface. The atomic structure is a simulated model.
Doubt: the cutoff is far below the 930 eV that the study's wrapper takes by default for these files, so forces and energies are approximate.

Settings
functional: PBE
potential files: Ansatz PAW
basis: plane waves
wave-function cutoff: 580 eV
density cutoff ratio: 5
exchange-correlation grid ratio: 1
k mesh: 1 x 1 x 1, Gamma-centred
self-consistency stop: 5e-08 eV per atom in the density residual
occupations: fixed
spin: none
net charge: +1 e, with a uniform compensating background and no finite-size correction

Cell vectors (angstrom)
a  10.938  0  0
b  0  10.938  0
c  0  0  32.1988

Atoms: element, x, y, z (angstrom)
Si  10.5921  0.2329  24.8718
Si  5.7401  10.6739  24.739
Si  2.4781  2.9209  24.6396
Si  8.426  2.4591  24.8329
Si  0.2782  5.1655  24.7577
Si  5.1461  5.745  24.7012
Si  2.9402  8.0136  24.6013
Si  7.9361  8.4361  24.7318
Si  1.3304  1.3906  26.0381
Si  6.8424  1.3065  26.1143
Si  4.0369  4.1061  25.9915
Si  9.6256  4.0586  26.0949
Si  1.3958  6.8166  26.0081
Si  6.7681  6.8688  26.0381
Si  4.1073  9.5363  25.9977
Si  9.4475  9.5711  26.1526
Si  2.7204  -0.0136  27.3397
Si  8.1573  -0.0097  27.5591
Si  0.0141  2.7146  27.4946
Si  5.4478  2.7542  27.3582
Si  2.7341  5.4722  27.4344
Si  8.1911  5.473  27.3593
Si  -0.0152  8.1849  27.3765
Si  5.4327  8.2027  27.452
Si  4.0781  1.3684  28.7299
Si  9.581  1.3563  28.8546
Si  1.3567  4.1313  28.81
Si  6.8297  4.1084  28.7456
Si  4.0991  6.8201  28.8098
P  9.5554  6.8243  28.7393
Si  1.3643  9.5622  28.7412
Si  6.7876  9.5352  28.8572
Si  0.0199  -0.0215  30.1582
Si  5.4329  0.0087  30.1574
Si  2.7304  2.7373  30.1468
Si  8.1895  2.7458  30.1359
Si  -0.0372  5.4926  30.1501
Si  5.4763  5.4567  30.148
Si  2.7261  8.2105  30.1246
Si  8.2149  8.1671  30.1662
Si  1.3766  1.3589  31.525
Si  6.8234  1.3801  31.4942
Si  4.1115  4.0907  31.5147
Si  9.5368  4.1113  31.5099
Si  1.346  6.8751  31.4831
Si  6.8514  6.7919  31.5334
Si  4.0751  9.5734  31.5161
Si  9.601  9.5455  31.5171
Si  2.7379  -0.0033  0.7117
Si  8.1921  -0.0028  0.6431
Si  -0.0049  2.7448  0.6731
Si  5.481  2.7299  0.6915
Si  2.7184  5.4921  0.6339
Si  8.216  5.4521  0.7239
Si  0.0107  8.1876  0.7016
Si  5.4739  8.2111  0.6708
Si  4.1294  1.3633  2.0657
Si  9.5541  1.3518  2.0301
Si  1.3728  4.1395  2.0146
Si  6.8437  4.0796  2.0759
Si  4.0968  6.8303  2.0304
Si  9.5845  6.8345  2.0692
Si  1.3791  9.5458  2.0648
Si  6.8311  9.5996  2.036
Si  -0.0224  -0.0391  3.377
Si  5.497  0.0101  3.4791
Si  2.7741  2.8018  3.344
Si  8.1852  2.6788  3.4543
Si  0.0283  5.4762  3.4368
Si  5.4666  5.4656  3.3999
Si  2.7752  8.2014  3.452
Si  8.1993  8.2339  3.3674
Si  1.3888  1.3942  4.6233
Si  6.8438  1.3458  4.9089
Si  4.148  4.086  4.8014
Si  9.5737  4.079  4.7559
Si  1.4138  6.8298  4.819
Si  6.8193  6.8874  4.7242
Si  4.1357  9.5743  4.8428
Si  9.5492  9.5512  4.7882
Si  2.7409  0.1086  6.0562
Si  8.2049  -0.0612  6.264
Si  0.0274  2.6747  6.0419
Si  5.4717  2.7268  6.2856
Si  2.8131  5.4773  6.1788
Si  8.17  5.4785  6.0375
Si  0.0092  8.1884  6.1487
Si  5.5265  8.2226  6.2345
Si  3.8327  1.5733  7.5986
Si  9.8369  1.1403  7.4482
Si  1.6302  3.8002  7.3104
Si  6.6459  4.4149  7.4764
Si  4.402  6.6333  7.5436
Si  9.3638  6.948  7.4002
Si  1.1363  9.9185  7.292
Si  7.1594  9.2285  7.6682
O  8.3097  8.0867  7.9136
O  2.7148  2.7368  7.9554
O  9.5231  1.35  24.2642
O  4.0498  6.8638  24.1293
O  0.0253  0.0265  7.9567
O  5.5227  5.5103  8.0299
O  6.8475  9.5655  24.1824
O  1.3721  4.0639  24.1546
O  3.8563  7.3873  8.9316
O  0.8122  4.3738  8.6022
O  9.8102  6.1698  8.7936
O  2.1068  9.3845  8.5026
O  7.4994  3.9261  8.8038
O  4.2688  0.9236  9.0655
O  6.7305  9.558  9.2236
O  9.2042  1.8597  8.7919
O  7.725  3.1692  23.5309
O  10.4976  5.8439  23.451
O  5.0852  0.4299  23.4037
O  5.8669  5.0937  23.3743
O  3.1094  2.2118  23.2773
O  2.2956  8.7125  23.2305
O  8.6149  7.7435  23.3982
O  0.2429  10.3301  23.609
Si  4.3951  1.5729  22.4739
Si  3.4892  7.9265  14.032
Si  7.116  0.9572  14.6629
Si  0.9435  9.3539  22.5312
Si  1.177  4.3063  11.8789
Si  6.2654  8.9629  15.3177
Si  0.6771  1.3647  12.2983
Si  8.6272  4.9519  20.5147
Si  0.3216  5.7107  9.3604
Si  5.1017  3.1223  17.9401
Si  0.8824  3.7427  16.7478
Si  10.3998  2.8436  19.2301
Si  5.2776  1.1806  10.3473
Si  0.8862  0.1746  19.8534
Si  6.6433  9.4591  10.8621
Si  9.3402  9.6767  18.3252
Si  9.3895  9.2445  12.5689
Si  6.5796  3.8512  22.5988
Si  2.4366  8.0692  9.3799
Si  10.5901  7.366  17.0771
Si  2.5116  6.2888  16.5804
Si  10.1759  4.4886  14.1882
Si  6.1394  9.1859  18.5148
Si  7.9659  2.5732  9.5775
Si  8.8789  2.1433  12.4501
Si  5.3395  6.2449  18.0673
Si  3.9251  0.5596  19.4702
Si  4.2734  3.8379  12.0478
Si  5.5426  6.6002  12.1359
Si  8.0127  2.5018  17.2186
Si  4.3581  2.48  14.9648
Si  1.538  1.2109  15.2592
Si  1.5706  9.4101  12.0456
Si  8.0502  6.8492  13.8649
Si  10.3798  9.8343  15.4863
Si  9.8078  7.0104  22.5575
Si  8.1103  5.4827  17.4115
O  6.0455  7.9574  11.2882
O  6.0215  9.2054  16.8968
O  7.679  1.3622  13.1929
O  0.8935  1.7459  13.8681
O  9.4289  6.2532  16.8817
O  6.7609  6.2001  13.1334
O  5.1325  4.6593  18.6087
O  9.2282  2.1534  18.2742
O  2.3687  0.0958  19.0886
O  9.4103  10.2307  16.765
O  2.7851  4.435  11.7076
O  5.0672  10.3242  19.1063
O  9.4241  3.2385  13.4949
O  0.4554  1.7632  19.9608
O  3.1521  1.3615  15.0667
O  8.1672  5.3749  19.0253
O  3.893  6.5975  17.3926
O  4.5784  3.2829  16.3836
O  9.062  5.6651  14.3127
O  5.4649  2.7574  22.1531
O  10.6745  4.1466  15.685
O  0.3381  3.8656  18.2829
O  10.429  10.5122  19.2183
O  9.6415  10.0231  14.0279
O  10.9011  8.1256  22.0999
O  1.189  2.1589  16.5319
O  9.7281  3.7446  20.4189
O  8.1344  4.031  16.6832
O  -0.0419  9.1013  11.9061
O  6.5849  2.4156  18.0076
O  5.5778  10.7144  11.1939
O  7.7508  9.5922  18.8442
O  10.0281  1.0217  12.0614
O  1.3084  6.9567  9.0701
O  0.6229  4.7634  13.3496
O  5.7057  7.6239  18.9819
O  5.2337  5.0842  11.5186
O  2.7146  6.9803  15.1181
O  0.9115  2.7403  11.4669
O  0.86  10.6829  15.5484
O  2.4064  8.5834  10.9158
O  4.6928  2.4294  11.2703
O  4.247  3.5087  13.6779
O  2.2007  4.6795  16.4918
O  10.7037  8.2471  15.6974
O  6.926  10.2896  14.6671
O  2.3404  8.9491  13.4283
O  8.0297  1.5213  15.907
O  4.1286  6.9942  12.8572
O  4.1762  2.0106  18.7212
O  7.2914  4.4266  21.2689
O  8.4125  2.9263  11.1018
O  1.1796  6.8624  17.3598
O  5.6509  1.5737  14.7543
O  8.1288  9.7541  11.5877
O  9.2144  6.285  21.235
O  8.959  7.7131  12.8539
O  1.6524  0.1168  11.8833
O  6.6462  6.1484  17.0652
O  7.3953  7.7996  15.0376
O  1.2094  10.2968  21.2351
O  10.0316  8.1981  18.3556
O  3.9572  0.8598  21.0819
O  0.3291  5.3277  10.9283
O  6.6971  1.5695  9.6441
O  4.7757  8.7035  14.6856

Results
free energy: -135861.024 eV
free energy less fixed offsets of O -568.88, P -755.39, Si -635.61 eV per atom: -5.914 eV

Forces (eV/angstrom), in the order of the atoms: element, x, y, z
Si  0.0976  -0.1308  -0.2287
Si  -0.0762  0.0892  -0.3219
Si  0.0745  -0.0847  -0.3147
Si  -0.1077  0.1232  -0.2811
Si  -0.0153  0.0161  -0.3884
Si  0.1114  -0.0883  -0.263
Si  -0.1011  0.0903  -0.2657
Si  0.0247  -0.0241  -0.3617
Si  0.0116  -0.0102  -0.0098
Si  0.0025  0.0122  0.0304
Si  0.0114  -0.0031  0.0162
Si  -0.0234  -0.0073  0.0046
Si  0.0204  0.0143  0.0264
Si  -0.0025  -0.017  -0.0175
Si  -0.0304  0.0117  0.0015
Si  0.0056  0.0192  0.0014
Si  0.0152  0.0162  -0.1191
Si  -0.0329  -0.0403  0.0978
Si  0.0272  0.0182  0.0714
Si  -0.0278  -0.0303  -0.1117
Si  -0.0153  -0.0075  0.0135
Si  0.0311  0.0259  -0.0915
Si  -0.033  -0.0454  -0.0927
Si  0.0047  -0.0072  0.0438
Si  0.0156  0.0008  0.0855
Si  -0.0337  -0.0055  -0.1198
Si  -0.0201  -0.0629  -0.0677
Si  0.0159  -0.0162  0.1282
Si  -0.0082  0.0056  -0.0529
P  -0.0244  0.0457  0.0701
Si  -0.0272  0.0156  0.1253
Si  0.1024  0.0385  -0.1365
Si  0.0678  -0.0082  0.0374
Si  -0.0665  0.0588  0.0632
Si  0.0094  -0.0202  0.0484
Si  -0.0415  0.0068  0.0246
Si  0.0529  -0.0678  -0.0495
Si  0.003  -0.0361  0.0269
Si  0.0113  0.0427  0.0133
Si  -0.0305  0.0183  -0.0228
Si  0.0182  0.0155  0.0196
Si  -0.011  -0.0188  0.0008
Si  -0.0213  -0.0178  0.0058
Si  0.0109  -0.0005  0.0182
Si  -0.0156  -0.0089  -0.0113
Si  0.0128  0.0122  0.0161
Si  0.0246  0.0063  0.0262
Si  -0.0074  -0.0064  -0.003
Si  -0.0153  0.0108  0.034
Si  -0.0305  0.023  -0.0166
Si  0.0349  -0.0242  0.02
Si  -0.0082  -0.0041  0.018
Si  0.0299  -0.0475  -0.0112
Si  -0.0313  -0.0089  0.0415
Si  0.0094  0.0262  0.0261
Si  -0.0158  0.0339  0.0093
Si  0.038  -0.0225  -0.0021
Si  0.0113  0.0038  -0.0025
Si  -0.0507  0.0075  -0.0299
Si  0.0096  -0.0509  0.0357
Si  0.0184  0.0229  0.0045
Si  0.0141  -0.0171  0.0028
Si  0.057  -0.02  0.0238
Si  -0.0486  0.0222  -0.0065
Si  0.0885  0.1253  0.0894
Si  -0.062  -0.0048  -0.0976
Si  -0.0649  -0.1439  0.1454
Si  0.0495  0.0926  -0.0688
Si  -0.0384  -0.0276  -0.0082
Si  0.0218  0.0099  0.0377
Si  -0.056  0.0196  -0.0786
Si  0.0126  -0.0546  0.1243
Si  -0.0105  0.0121  -0.0906
Si  -0.0005  -0.012  0.0841
Si  0.0181  0.0228  -0.0276
Si  0.0085  -0.0187  0.0307
Si  0.0249  0.0098  0.0364
Si  -0.0142  0.0299  -0.034
Si  0.021  0.0154  0.0817
Si  -0.0248  -0.0033  -0.0353
Si  0.0119  0.043  -0.0667
Si  -0.0049  -0.0226  0.0084
Si  0.013  -0.0267  -0.0432
Si  -0.0229  -0.0099  -0.0077
Si  0.0023  0.0033  0.0005
Si  -0.0083  -0.0121  -0.0733
Si  0.0015  -0.0037  -0.0093
Si  0.014  -0.0077  -0.0521
Si  0.0357  -0.0625  0.277
Si  -0.0309  0.0771  0.243
Si  -0.0755  0.0172  0.2012
Si  0.0509  0.0065  0.256
Si  -0.0162  0.0402  0.2345
Si  0.012  -0.0321  0.2287
Si  0.0417  -0.0116  0.2237
Si  -0.044  0.0263  0.3091
O  0.0304  -0.0201  -0.1199
O  0.0213  -0.0145  -0.1203
O  -0.0028  0.0088  0.1809
O  -0.0048  0.0036  0.1655
O  0.011  -0.0191  -0.1209
O  0.0048  -0.0173  -0.1151
O  0.0373  -0.0316  0.1788
O  -0.0537  0.0427  0.1833
O  0.084  -0.0754  -0.2263
O  0.064  -0.0879  -0.2318
O  -0.0902  0.0684  -0.2328
O  -0.0808  0.1153  -0.2584
O  -0.08  0.1074  -0.2628
O  -0.0974  0.0426  -0.3203
O  0.0475  -0.022  -0.3983
O  0.1011  -0.0803  -0.2458
O  0.1283  -0.1184  0.2897
O  0.1164  -0.1418  0.3336
O  0.1062  -0.1389  0.3139
O  -0.1177  0.1377  0.2838
O  -0.1297  0.1004  0.3015
O  0.1385  -0.1003  0.2854
O  -0.1284  0.1114  0.3125
O  -0.1195  0.1423  0.3035
Si  -0.0136  -0.0323  -0.5161
Si  0.0101  -0.0001  0.0993
Si  -0.0271  -0.0146  0.055
Si  -0.0168  0.0637  -0.5458
Si  0.0411  -0.07  0.2252
Si  -0.0021  -0.0015  -0.0244
Si  0.0023  -0.005  0.1382
Si  0.0638  -0.0886  -0.4494
Si  0.0613  -0.0007  0.3703
Si  0.025  0.0398  -0.1417
Si  0.0348  0.0052  -0.0928
Si  0.0106  -0.0112  -0.2688
Si  0.0231  0.0468  0.3617
Si  -0.0808  0.0982  -0.3608
Si  0.0389  -0.0572  0.3773
Si  -0.0434  -0.0375  -0.1655
Si  0.0304  -0.0275  0.1581
Si  0.0082  -0.0241  -0.4976
Si  -0.0388  -0.0063  0.3816
Si  0.037  -0.0121  -0.0819
Si  -0.0063  -0.0003  -0.0377
Si  -0.0208  0.0236  0.0632
Si  0.0295  -0.0384  -0.1505
Si  -0.0261  -0.0575  0.387
Si  0.0312  -0.0456  0.225
Si  -0.0392  0.0049  -0.1184
Si  0.0509  -0.0257  -0.3733
Si  -0.0153  0.0508  0.185
Si  -0.0074  -0.0375  0.183
Si  -0.0241  -0.0072  -0.1037
Si  -0.0036  -0.039  0.0247
Si  0.017  -0.0178  0.0158
Si  -0.0556  0.0614  0.2297
Si  0.0058  -0.0019  0.0757
Si  0.032  -0.0062  0
Si  -0.0108  -0.0003  -0.5222
Si  -0.0008  0.0192  -0.1883
O  0.0231  0.088  -0.1246
O  -0.0043  0.0065  0.08
O  0.0234  0.0229  -0.0826
O  -0.0148  0.003  -0.0723
O  -0.0232  -0.0129  0.0428
O  -0.0376  0.0055  -0.066
O  0.0043  -0.0152  0.0609
O  0.0489  0.0099  0.099
O  -0.0239  -0.0065  0.1173
O  -0.0098  0.0018  0.068
O  -0.0158  0.0096  -0.0676
O  -0.0612  0.0633  0.0986
O  -0.016  -0.0269  -0.0659
O  0.0292  -0.0374  0.1105
O  0.0001  0.0092  -0.0076
O  0.0276  -0.0234  0.2544
O  0.0347  -0.0007  0.038
O  0.0063  0.0009  0.0521
O  0.0032  -0.001  -0.0162
O  0.0156  0.0249  0.163
O  -0.0026  -0.0028  0.0008
O  -0.0424  -0.0248  0.1137
O  0.0938  0.0348  0.1303
O  -0.0124  -0.0025  -0.0599
O  -0.0062  -0.0179  0.1685
O  -0.0082  0.0095  0.0285
O  -0.0633  0.0813  0.163
O  0.0033  0.0061  0.0447
O  0.0301  -0.0074  -0.0693
O  -0.0168  -0.0013  0.0505
O  -0.0071  0.0322  -0.1198
O  -0.0004  0.0074  0.0593
O  -0.0163  0.0055  -0.0612
O  -0.0051  0.005  -0.1383
O  0.0301  -0.0002  -0.0889
O  0.0073  0.0171  0.0663
O  0.0028  -0.0169  -0.0749
O  0.0048  0.0061  -0.0167
O  -0.0006  0.0344  -0.08
O  -0.0067  0.0013  -0.0018
O  0.0493  -0.0701  -0.2519
O  0.0387  -0.1094  -0.1498
O  0.0022  0.0223  -0.096
O  -0.0085  -0.0091  0.0165
O  -0.0099  0.0002  0.0152
O  0.0081  0.0066  -0.0117
O  -0.0282  0.0185  -0.0884
O  0.0089  0.0117  0.0227
O  0.0285  -0.0154  -0.0763
O  -0.0379  -0.0768  0.1203
O  -0.1219  -0.0618  0.2794
O  -0.0473  0.0231  -0.2434
O  -0.0135  0.0073  0.0282
O  0.0045  0.0078  -0.0117
O  -0.0931  0.0147  -0.1275
O  0.0688  0.1363  0.2875
O  0.0099  0.0313  -0.057
O  0.016  -0.0207  -0.0655
O  0.007  -0.0057  0.0452
O  0.005  -0.0091  -0.0119
O  0.0089  -0.1532  0.3586
O  -0.0114  0.0259  0.0738
O  0.041  0.0902  0.3803
O  -0.0425  0.0736  -0.2243
O  0.0396  0.0263  -0.144
O  -0.0071  -0.004  -0.0183

The program warned: the cutoff lies below the one the program advises for these potential files; the exchange-correlation potential is rough where the density is thin.
